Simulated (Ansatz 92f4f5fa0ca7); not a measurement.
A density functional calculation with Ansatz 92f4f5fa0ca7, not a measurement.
Periodic cell of 225 atoms, Si132O91As2, from a study of silicon, its oxide and their interface. The atomic structure is a simulated model.
Doubt: the cutoff is far below the 930 eV that the study's wrapper takes by default for these files, so forces and energies are approximate.

Settings
functional: PBE
potential files: Ansatz PAW
basis: plane waves
wave-function cutoff: 580 eV
density cutoff ratio: 5
exchange-correlation grid ratio: 1
k mesh: 1 x 1 x 1, Gamma-centred
self-consistency stop: 5e-08 eV per atom in the density residual
occupations: fixed
spin: none
net charge: 0

Cell vectors (angstrom)
a  10.938  0  0
b  0  10.938  0
c  0  0  31.9494

Atoms and the computed forces on them: element, x, y, z (angstrom), force x, y, z (eV/angstrom)
As  10.6152  0.1091  24.2931  0.2524  -0.4373  -0.7764
Si  5.1221  0.1629  24.6977  -0.0658  -0.0661  -0.0318
Si  2.8271  2.3085  24.5526  -0.02  -0.0084  -0.0859
As  8.6415  2.3323  24.4986  -0.7503  0.8408  -0.2353
Si  10.7037  5.5814  24.3537  -0.0693  -0.0601  0.0786
Si  5.1773  5.6131  24.4337  -0.1459  0.1383  0.2241
Si  2.9852  7.9899  24.3896  0.1356  -0.0724  0.1972
Si  8.4656  7.8857  24.4235  0.0309  0.0053  0.0616
Si  1.3151  1.1535  25.9037  0.1414  -0.2542  -0.054
Si  6.8187  1.3588  25.8536  0.0302  0.1838  -0.2381
Si  4.0023  4.022  25.7431  0.0025  0.1044  -0.0194
Si  9.6764  4.0007  25.8716  -0.051  0.1038  0.0879
Si  1.3395  6.8168  25.6656  0.0297  -0.0239  -0.0038
Si  6.8397  6.7348  25.7274  0.0244  0.0141  0.0501
Si  4.0015  9.4979  25.9457  0.0395  -0.0265  0.0516
Si  9.5399  9.5274  25.8024  0.0506  -0.1737  0.1545
Si  2.647  -0.1339  27.3178  0.1128  0.1109  0.1003
Si  8.1805  -0.0305  27.1795  0.0204  -0.1402  0.021
Si  0.086  2.659  27.2445  -0.1442  0.1075  -0.0514
Si  5.455  2.7647  27.1466  -0.1477  -0.075  0.1498
Si  2.6816  5.4416  27.1084  -0.0335  -0.0192  -0.1079
Si  8.1899  5.3775  27.1383  0.093  0.0429  -0.0378
Si  0.0437  8.1909  27.1215  -0.2245  -0.0849  0.0505
Si  5.5206  8.1512  27.1591  -0.0338  -0.0324  -0.0905
Si  4.0987  1.3457  28.511  -0.0602  -0.0561  0.0409
Si  9.5526  1.3436  28.5442  0.0597  0.0089  -0.0114
Si  1.4063  4.0932  28.5711  -0.0561  0.0082  -0.0795
Si  6.8148  4.0886  28.5521  0.0027  0.022  -0.0229
Si  4.0943  6.7886  28.4777  0.0357  0.1036  0.0812
Si  9.5745  6.8023  28.4552  -0.0444  0.0011  0.0944
Si  1.2979  9.4742  28.6593  0.1189  0.093  -0.2125
Si  6.8392  9.5361  28.5572  -0.0549  -0.0223  -0.0753
Si  -0.0239  -0.0096  29.9257  -0.0424  0.0852  0.0926
Si  5.4693  -0.0097  29.893  0.007  0.0964  0.022
Si  2.7629  2.725  29.9068  0.032  -0.1323  0.0294
Si  8.1914  2.7292  29.8986  0.0372  0.0014  0.0591
Si  -0.0095  5.4633  29.8843  0.0066  0.0538  0.0115
Si  5.4557  5.4683  29.896  0.004  0.0029  0.0297
Si  2.7581  8.1574  29.91  0.0759  -0.0737  0.0594
Si  8.2289  8.1774  29.884  0.086  -0.0547  -0.0029
Si  1.3673  1.3673  31.2657  0.1038  0.0586  -0.0386
Si  6.8362  1.3673  31.2657  0.0267  -0.0541  0.011
Si  4.1018  4.1018  31.2657  0.0749  -0.0275  0.114
Si  9.5708  4.1018  31.2657  -0.0885  -0.0708  -0.0692
Si  1.3673  6.8362  31.2657  0.0364  -0.2065  0.0346
Si  6.8362  6.8362  31.2657  0.0477  0.0288  -0.1143
Si  4.1018  9.5708  31.2657  0.0129  -0.0858  -0.0391
Si  9.5708  9.5708  31.2657  -0.202  -0.1915  0.1677
Si  2.7345  0  0.6835  0.0234  0.0889  -0.0006
Si  8.2035  0  0.6835  -0.0222  0.0718  -0.147
Si  0  2.7345  0.6835  0.0494  0.0892  0.0189
Si  5.469  2.7345  0.6835  -0.0175  0.0904  0.1047
Si  2.7345  5.469  0.6835  -0.0885  -0.0343  -0.0748
Si  8.2035  5.469  0.6835  0.0054  0.1206  -0.028
Si  0  8.2035  0.6835  0.0224  0.094  0.1311
Si  5.469  8.2035  0.6835  0.0651  0.1434  0.0876
Si  4.0951  1.3775  2.0633  -0.0059  0.0044  0.0033
Si  9.5922  1.3483  2.0396  0.0663  -0.037  -0.0229
Si  1.3501  4.1389  2.0528  -0.0588  0.0253  0.0061
Si  6.8278  4.1349  2.0451  -0.0872  0.03  -0.0505
Si  4.0862  6.8445  2.0413  0.0022  0.037  -0.0166
Si  9.5721  6.8381  2.0646  0.0237  0.0055  0.0004
Si  1.3621  9.6035  2.0553  -0.0769  -0.014  -0.034
Si  6.8303  9.6149  2.0445  -0.1094  0.0022  -0.0021
Si  0.0228  0.0289  3.4752  -0.0098  0.0004  -0.0819
Si  5.4747  0.0306  3.4534  0.0252  0.0288  -0.0671
Si  2.6976  2.7659  3.3939  0.1033  -0.0119  0.0311
Si  8.2536  2.7761  3.3205  -0.0769  -0.0312  0.1906
Si  0.0229  5.5138  3.482  -0.0419  -0.0315  -0.1079
Si  5.461  5.5229  3.4245  0.0582  -0.0426  -0.0101
Si  2.7241  8.2331  3.3878  0.0511  -0.003  0.059
Si  8.2378  8.2914  3.3746  -0.03  -0.1347  0.0669
Si  1.364  1.4486  4.8357  0.0474  0.0228  0.0496
Si  6.9022  1.4703  4.7169  0.0529  0.0603  -0.0282
Si  4.0466  4.1494  4.748  -0.0112  -0.028  -0.018
Si  9.588  4.074  4.7727  0.0075  0.0009  0.0022
Si  1.3558  6.9686  4.8364  0.0624  0.0298  0.0273
Si  6.8315  6.9841  4.7208  0.0435  0.0621  -0.0269
Si  4.083  9.5667  4.78  -0.005  -0.0332  0.0067
Si  9.6136  9.571  4.8322  0.0104  0.0184  0.0359
Si  2.7539  0.0329  6.1253  -0.0355  -0.0172  -0.0079
Si  8.2898  0.1168  6.079  -0.0041  0.0108  -0.012
Si  0.0078  2.793  6.2947  -0.0215  -0.0148  -0.0055
Si  5.5036  2.8354  6.0548  0.0079  0.0046  -0.0175
Si  2.7483  5.5902  6.1292  -0.018  -0.0095  -0.01
Si  8.2455  5.5942  5.9486  0.001  0.0019  -0.0149
Si  0.0418  8.302  6.3617  -0.0119  -0.0111  0.0007
Si  5.4915  8.2991  6.2114  -0.0017  -0.0077  -0.0111
Si  4.4186  1.1776  7.3098  0.0145  -0.0051  0.0551
Si  9.8046  1.1426  7.6098  0.0136  -0.0074  0.0179
Si  1.1707  4.4954  7.4871  0.0006  0.0283  0.0556
Si  6.6312  4.5378  7.2312  -0.0089  -0.0167  0.0287
Si  4.3186  6.7014  7.5277  0.0067  -0.0047  0.0568
Si  9.7235  6.6082  7.4888  0.0071  -0.0115  0.0428
Si  1.2764  9.9349  7.687  0.0057  0.0257  0.0673
Si  6.7154  9.9627  7.394  -0.0078  -0.0049  0.0537
O  4.1266  6.8364  24.0959  0.0147  -0.0717  -0.2007
O  4.0452  1.2739  24.0842  -0.0251  0.0087  -0.0948
O  9.553  6.715  23.9524  0.0158  0.0452  -0.119
O  -0.035  5.5359  7.9999  0.0154  0.0031  -0.0173
O  5.5693  0.1264  7.8974  -0.0069  -0.0027  -0.0252
O  0.0666  0.0827  8.1323  0.0053  -0.0011  -0.0143
O  5.5289  5.6085  7.8708  -0.0185  0.0169  -0.0158
O  7.5819  3.9344  8.4148  -0.001  0.0175  -0.0251
O  8.73  7.0409  8.7567  0.004  -0.0083  -0.0388
O  2.1719  9.4504  9.0293  -0.018  0.008  -0.0471
O  8.8865  1.6613  8.9135  0.0025  -0.003  -0.0179
O  7.6124  9.4635  8.6906  -0.0032  0.015  -0.0294
O  3.5933  1.8097  8.5792  0.0038  -0.0054  -0.0156
O  3.5765  7.2161  8.9339  0  0.0002  -0.0169
O  2.054  4.0001  8.8011  -0.0107  0.0065  -0.0347
O  7.9818  3.9014  23.6201  0.1417  -0.2357  0.1495
O  0.4376  4.919  22.9757  0.0232  -0.0487  -0.0608
O  1.928  2.7445  23.237  0.0411  -0.0498  0.1523
O  5.6395  4.9877  22.9833  0.1602  -0.0648  -0.0897
O  5.6088  10.0577  23.5253  -0.03  0.0739  0.0478
O  2.6213  8.6089  22.9076  -0.192  0.1015  -0.1234
O  0.1875  9.5767  23.1302  0.0164  0.0266  0.2262
O  7.8272  8.6006  23.0762  0.0036  0.0428  -0.0524
Si  8.6695  7.6972  18.4258  -0.0176  0.0069  0.0004
Si  8.7827  6.3569  13.6161  -0.0029  -0.0011  0.0115
Si  3.794  1.522  14.7144  0.0029  0.0002  0.0097
Si  2.1489  5.7077  17.5793  0.0173  -0.04  -0.021
Si  2.3836  3.1296  19.492  0.0218  0.042  0.0087
Si  9.8141  9.0321  12.0728  0.0023  -0.0021  0.0285
Si  1.3656  9.246  22.0534  0.1113  0.0365  -0.0729
Si  9.174  0.9683  13.1923  -0.001  -0.0017  0.0134
Si  1.4041  5.0422  12.9997  0.0054  -0.004  0.0141
Si  1.7905  8.2421  12.813  -0.0009  -0.0028  0.0247
Si  6.7087  9.6  22.4312  -0.0251  -0.0723  -0.039
Si  4.5479  4.5733  15.6806  0.0007  -0.0097  0.0078
Si  8.197  3.0017  9.57  -0.0038  0.0026  0.0385
Si  0.8746  8.2033  19.2031  -0.0441  -0.0062  -0.0414
Si  6.9794  1.3993  21.1208  0.033  -0.0188  -0.0205
Si  8.2254  8.3098  9.6634  -0.0041  0.0046  0.0422
Si  10.8751  5.1788  15.5759  -0.0009  -0.001  0.0127
Si  7.5676  9.4996  16.3096  0.0011  0.0005  0.0032
Si  9.9398  2.0613  20.2991  -0.0073  -0.0205  -0.0819
Si  3.2097  8.5039  9.9071  0.0187  -0.006  0.0374
Si  6.6963  3.3528  17.4206  0.0014  -0.01  -0.024
Si  1.1398  0.1698  19.8356  -0.0519  0.0141  -0.0388
Si  3.2255  2.8057  12.2865  0.0046  -0.0036  0.0255
Si  7.2032  5.4184  19.6885  0.0082  0.033  -0.0218
Si  5.7456  8.6596  11.531  0.0022  0.0055  0.0305
Si  5.786  6.0613  13.1766  0.0022  -0.0035  0.0252
Si  4.6396  9.7246  17.6307  0.0205  0.0059  -0.0061
Si  1.0116  3.5898  22.1881  0.0414  0.0438  -0.0228
Si  4.8908  1.5061  18.8318  0.0037  0.0116  -0.0209
Si  3.184  3.0698  9.5044  0.0206  0.0062  0.0375
Si  6.4548  10.8089  13.777  0.0019  -0.0001  0.0156
Si  10.3498  0.1172  15.968  -0.0017  0.0039  0.0089
Si  5.6542  3.6439  11.1396  0.0032  0.0105  0.0269
Si  9.8365  3.8975  11.8826  0.0045  0.0005  0.0301
Si  2.3428  9.9156  15.5448  0.0056  0.0121  -0.0021
Si  6.1009  8.1598  19.8089  -0.0025  0.0027  0.0133
Si  6.8895  4.0836  22.4304  0.0723  -0.0445  -0.0879
Si  9.7661  2.773  17.3781  -0.002  -0.0027  0.0111
O  7.1923  6.3724  13.9527  0.0009  0.0007  -0.0038
O  1.9169  7.04  18.5855  -0.0084  0.0285  0.0354
O  10.2734  4.0242  16.5102  -0.0003  -0.0012  0.0024
O  6.1678  9.9719  17.0436  -0.0058  0.0001  0.0043
O  10.1458  0.7141  14.468  0.0023  0.0021  -0.0025
O  8.4396  6.1215  18.8559  0.0056  0.0027  -0.001
O  5.1671  0.6663  14.4116  0.003  -0.005  0.001
O  5.7138  2.0662  17.549  -0.0075  -0.0082  0.0198
O  8.3488  1.9981  20.523  -0.0079  -0.0129  -0.0215
O  1.9802  4.2687  18.3747  -0.0128  -0.0051  0.0047
O  6.9539  2.7826  10.6289  0.006  -0.0024  -0.0149
O  4.8618  2.7038  12.2112  0.0057  -0.0007  -0.0137
O  6.053  4.3662  16.3126  0.0053  -0.004  0.0105
O  4.5536  3.9039  9.9249  -0.0078  -0.001  -0.0177
O  10.6749  2.7476  21.5926  -0.0414  -0.0247  0.102
O  9.7121  6.1512  14.9557  0.0045  -0.0024  -0.0038
O  6.0099  6.5268  19.848  0.0105  -0.0157  0.0173
O  4.095  0.1853  18.301  -0.0023  -0.0026  0.0046
O  9.2649  10.556  12.2713  0.0055  -0.0097  -0.0095
O  2.8398  4.3472  12.6959  0.0061  -0.0043  -0.0088
O  1.8305  10.6272  21.252  0.0133  0.0046  0.047
O  3.9686  2.7356  19.3996  0.0124  -0.013  -0.0036
O  0.7279  10.0392  15.955  0.0024  -0.0054  0.0036
O  1.2649  9.7906  18.8316  0.0055  -0.0189  0.0409
O  1.7071  1.6301  19.3246  0.0007  -0.0335  0.0176
O  8.9391  10.3899  16.4893  0.0047  -0.0002  -0.0029
O  4.8904  8.6176  18.8089  0.0053  -0.0127  0.0085
O  9.5679  8.7576  10.4805  -0.0053  -0.0055  -0.0224
O  6.712  4.1251  18.8495  0.0015  0.0066  0.0445
O  2.835  1.7046  13.3921  0.001  0.0002  -0.0152
O  5.8751  8.8217  21.2736  -0.0036  0.0043  -0.0128
O  2.5335  2.4355  10.864  0.001  -0.0013  -0.024
O  7.5959  4.8722  21.174  -0.0109  0.0068  0.0949
O  5.2044  7.4679  12.5386  0.0008  0.0057  -0.0096
O  0.432  9.0617  12.4945  0.0018  -0.0014  -0.0083
O  7.5799  1.0534  13.568  0.0065  -0.0034  -0.0059
O  7.1107  9.6272  14.7358  0.0008  0.0005  -0.0015
O  8.9797  5.0348  12.6744  0.005  -0.008  -0.0107
O  8.0873  8.036  16.9014  0.0069  -0.0108  0.008
O  6.314  2.5977  22.0149  0.0017  -0.0548  0.0655
O  2.4547  9.0484  14.1136  -0.0001  -0.0055  -0.006
O  0.4193  4.4911  11.8192  -0.004  -0.0011  -0.008
O  0.9179  8.1712  20.8573  -0.0157  -0.0151  0.1301
O  9.3714  3.8214  10.3311  -0.0039  -0.0012  -0.021
O  9.653  2.3882  12.522  0.0044  0.0087  -0.0097
O  7.6477  8.5801  19.3825  0.0099  -0.006  -0.0017
O  2.5499  8.1597  11.364  0.0072  0.0042  -0.0247
O  3.9912  3.0368  15.3526  0.0036  -0.0071  -0.0041
O  0.7875  4.4525  14.3897  0.0003  0.0005  -0.0034
O  10.1049  3.0043  18.9637  -0.0088  -0.0134  0.0083
O  9.1413  7.8059  12.9377  0.0062  0.0081  -0.0097
O  10.4867  0.5272  20.0871  -0.0079  0.0149  -0.0141
O  6.032  5.0335  11.9091  -0.0016  -0.0077  -0.0144
O  8.1589  2.7341  17.0673  0.0025  0.0029  0.005
O  3.5543  5.4386  16.7032  -0.0041  0.0117  0.0068
O  4.6617  9.1252  10.377  -0.0066  0.001  -0.0113
O  1.5198  6.6617  13.1737  0.0039  0.002  -0.0063
O  4.7668  5.4671  14.318  0.0088  0.007  -0.0125
O  1.9933  3.8643  20.9068  0.0179  -0.0135  -0.0126
O  10.5524  1.4033  16.9558  0.0058  0.0049  -0.0018
O  0.9686  6.0275  16.4951  -0.0047  0.0051  0.0076
O  7.4081  10.9824  21.9185  0.0146  0.0017  0.0484
O  5.9117  0.978  19.9805  0.028  0.0175  0.0659
O  6.076  10.0163  12.3916  -0.0008  -0.0072  -0.0143
O  2.845  0.5386  15.591  0.0008  -0.0069  -0.0012
O  7.0499  8.0024  10.7655  0.0061  -0.0008  -0.0193
O  10.2648  7.9905  18.6442  0.026  -0.0112  0.0045
O  3.4498  9.2099  16.5874  -0.0026  -0.0055  0.0023

Results
free energy: -145378.471 eV
free energy less fixed offsets of As -4856.12, O -568.88, Si -635.61 eV per atom: 2.369 eV

The program warned: the cutoff lies below the one the program advises for these potential files; the exchange-correlation potential is rough where the density is thin.
